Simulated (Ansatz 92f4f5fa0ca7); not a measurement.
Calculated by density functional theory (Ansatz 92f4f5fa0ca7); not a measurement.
Periodic cell of 228 atoms, Si140O88, from a study of silicon, its oxide and their interface. The atomic structure is a simulated model.

Settings: functional r2SCAN; potential files Ansatz norm-conserving; basis plane waves; wave-function cutoff 1300 eV; density cutoff ratio 4; exchange-correlation grid ratio 1; k mesh 2 x 2 x 1, shifted by 0.5 0.5 0.5 of a step; self-consistency stop 5e-08 eV per atom in the density residual; occupations Fermi-Dirac, 0.05 eV; spin none; net charge 0.

Cell vectors (angstrom)
a  10.888  0  0
b  0  10.888  0
c  0  0  33.3284

Atoms: element, x, y, z (angstrom)
Si  1.7665  1.5801  -0.5661
Si  3.4818  4.3306  -0.8068
Si  1.8318  7.2717  1.6091
Si  3.462  9.0464  1.451
Si  8.0638  0.0917  -1.2122
Si  9.0649  3.6666  1.46
Si  6.4546  6.4196  1.4538
Si  10.0549  10.0097  1.6377
Si  0.8765  0.8916  1.5189
Si  2.9173  5.5119  2.712
Si  1.2703  6.521  -0.55
Si  3.0345  9.7016  -0.8147
Si  7.4852  1.8053  1.4216
Si  9.5075  4.6873  -0.6347
Si  5.3658  8.1448  2.6368
Si  8.0846  5.364  2.7843
Si  -0.0617  2.691  2.7255
Si  2.6125  -0.08  2.779
Si  0.1081  8.2525  2.861
Si  4.6652  4.6778  1.2601
Si  5.5593  2.8027  2.5017
Si  8.3045  0.1162  2.8414
Si  9.3983  9.1245  -0.4011
Si  7.7289  7.2212  -0.3992
Si  1.4313  4.0918  3.9344
Si  4.1117  1.3986  3.8685
Si  1.3827  9.5427  4.3225
Si  4.1464  6.8335  4.1964
Si  6.7676  4.0345  4.1618
Si  9.5734  1.4259  4.2843
Si  6.7968  9.5502  3.9491
Si  9.5251  6.8024  4.0009
Si  0.0043  0.0207  5.6065
Si  2.7579  2.7123  5.3352
Si  0.039  5.435  5.3364
Si  2.7656  8.1497  5.5567
Si  5.4305  0.0359  5.3147
Si  8.1389  2.7458  5.5459
Si  5.4647  5.4284  5.5256
Si  8.149  8.1738  5.3597
Si  1.4245  1.4006  6.826
Si  4.0623  4.0456  6.8071
Si  1.3462  6.7638  6.7978
Si  4.1246  9.5803  6.7933
Si  6.7439  1.343  6.7897
Si  9.5646  4.1312  6.7842
Si  6.8497  6.8238  6.8083
Si  9.4713  9.5001  6.8316
Si  0.0079  2.7451  8.1467
Si  2.7334  -0.0095  8.1863
Si  -0.0193  8.1207  8.1609
Si  2.6925  5.4039  8.1575
Si  5.4161  2.6869  8.1968
Si  8.0878  -0.0049  8.1544
Si  5.4647  8.1959  8.1416
Si  8.2409  5.4946  8.1726
Si  1.3269  4.0858  9.5431
Si  4.0537  1.3176  9.5809
Si  1.3314  9.4874  9.5221
Si  4.0664  6.8158  9.4578
Si  6.8547  4.0994  9.4621
Si  9.4889  1.3624  9.4628
Si  6.7759  9.5324  9.5541
Si  9.5728  6.8082  9.6178
Si  -0.1171  -0.061  10.8301
Si  2.6378  2.6837  10.871
Si  0.0435  5.4212  11.001
Si  2.6691  8.0788  10.8917
Si  5.3725  -0.0795  10.9537
Si  8.2196  2.7754  10.8645
Si  5.4893  5.4876  10.7677
Si  8.1955  8.2308  10.895
Si  1.1681  1.3144  12.1651
Si  4.0983  4.103  12.025
Si  1.4202  6.7315  12.4204
Si  3.9745  9.378  12.316
Si  6.8236  1.3711  12.1028
Si  9.5833  4.0682  12.3779
Si  6.8495  6.8473  12.158
Si  9.5073  9.5228  12.3823
Si  -0.0054  2.6166  13.7907
Si  2.4382  -0.1111  13.4766
Si  -0.028  8.0648  13.7936
Si  2.9261  5.2934  13.6541
Si  5.4284  2.7339  13.3423
Si  8.069  0.1394  13.6078
Si  5.4525  8.0261  13.6302
Si  8.1791  5.5432  13.5884
Si  2.1139  3.3317  14.7409
Si  3.7063  1.5684  14.4114
Si  3.3739  9.4895  17.1401
Si  6.5163  9.7412  14.825
Si  6.484  4.378  14.6662
Si  9.2122  1.54  15.1942
Si  8.1973  8.8137  16.1679
Si  9.338  6.8785  15.2261
Si  1.0247  -1.21  15.1493
Si  5.1649  5.3946  19.899
Si  2.016  4.5414  17.5573
Si  4.3428  6.5622  17.22
Si  10.117  -0.6724  18.8081
Si  9.9928  -0.3774  16.4181
Si  7.7876  3.2879  16.2908
Si  9.8659  5.5264  17.1977
Si  -10.6646  20.666  26.2034
Si  10.6525  17.8656  24.9887
Si  5.376  30.6638  28.1466
Si  5.6702  13.6107  20.7985
Si  18.3248  26.7581  25.1737
Si  20.5186  13.7325  25.2051
Si  12.8295  5.4373  23.4426
Si  22.5594  19.5825  31.9243
Si  -7.8595  39.5562  28.2447
Si  14.6467  16.5026  25.7591
Si  23.0461  2.4512  23.294
Si  -0.7929  13.0272  30.9342
Si  6.3074  7.506  25.6863
Si  -1.2646  6.1651  27.9285
Si  13.8274  9.665  20.243
Si  17.7396  4.9332  22.2886
Si  14.2018  2.4381  19.4535
Si  5.6865  10.5824  20.9988
Si  30.7252  7.0028  22.2912
Si  15.6463  11.0138  15.9051
Si  24.4282  11.7477  25.4887
Si  9.8388  14.1625  28.2307
Si  -5.0202  -1.8584  31.1555
Si  5.7281  -9.5445  17.5508
Si  -3.8056  20.0611  23.3026
Si  -6.0825  -4.7876  14.9512
Si  -3.6541  9.7252  18.7662
Si  7.2162  -6.4119  28.058
Si  16.2863  -21.3131  26.5608
Si  21.5003  -3.6064  19.5849
Si  1.0342  0.7681  20.6558
Si  4.4485  4.4477  29.5729
Si  14.7771  24.6222  27.1935
Si  13.3581  6.6595  20.6974
Si  0.423  8.3417  28.9526
Si  8.3422  -10.7723  25.2966
O  19.2894  5.8397  -1.0148
O  8.0447  -5.0156  -5.1761
O  5.9495  -2.2641  -3.716
O  3.6155  16.4753  -12.9872
O  9.8997  7.3179  -12.2988
O  -8.2452  12.827  -6.6199
O  4.3542  4.1342  -2.1691
O  -1.2584  10.4614  -7.1905
O  10.0388  6.4898  -6.925
O  5.2623  1.9968  -6.2851
O  0.8207  5.8496  -8.8064
O  -3.4447  -9.7882  -0.0723
O  -10.338  1.6672  -1.6316
O  12.5472  18.1998  -4.383
O  10.4664  2.3284  -3.9562
O  6.7589  0.2295  18.1163
O  5.3323  -4.7773  18.4487
O  10.886  19.6729  19.0233
O  8.3653  16.3762  22.1286
O  2.5927  14.6362  18.8373
O  -0.2608  0.562  19.7262
O  23.3671  -0.7184  20.9877
O  -18.1037  25.0766  28.7305
O  14.9785  -0.3321  20.9296
O  -1.2047  -4.4198  18.5209
O  28.5663  26.0862  26.4978
O  14.2267  5.6071  24.2163
O  17.0907  12.0892  20.6248
O  -1.3265  14.4459  31.5292
O  24.6938  9.9238  18.6354
O  15.1736  8.1707  17.3381
O  14.6813  16.7679  29.2382
O  6.599  -7.5247  21.9468
O  -2.2348  -0.9147  19.4579
O  4.3088  20.1306  31.5786
O  5.0553  17.4223  25.8711
O  -15.301  4.9443  23.8664
O  12.678  3.9267  22.8945
O  5.9848  15.3664  29.079
O  19.8353  11.8995  31.1056
O  2.8565  16.8062  17.4287
O  0.4864  9.4003  27.7521
O  17.3248  19.2188  27.0611
O  5.7187  3.8779  19.6216
O  12.9882  12.3275  19.6688
O  12.0629  17.4469  19.7218
O  18.4918  17.464  25.446
O  8.8592  26.0228  24.9113
O  10.1483  13.6354  26.7386
O  18.6204  -2.8177  22.3228
O  21.8241  5.4398  32.7965
O  27.7541  5.8416  21.2457
O  1.4116  43.4145  25.7151
O  14.9173  4.1095  26.2204
O  20.867  29.2032  28.8655
O  -6.7378  11.0712  25.5191
O  2.4178  12.4931  24.0644
O  3.1588  -2.78  20.5508
O  30.3846  1.6454  24.8774
O  0.4785  9.1182  30.3571
O  6.5462  7.7986  31.9582
O  11.3261  4.8512  17.4329
O  2.0663  9.0554  16.2725
O  2.2879  3.5152  16.3506
O  -4.7131  10.2006  22.4687
O  16.0653  21.3471  27.889
O  7.4593  8.5673  17.6532
O  27.9109  -2.4063  24.4179
O  6.8793  11.0229  26.0041
O  10.899  24.4558  24.2561
O  17.0711  20.325  19.9481
O  -0.4954  4.7994  28.38
O  0.3506  -2.4288  25.2737
O  0.7868  -9.2351  21.9696
O  2.6792  -4.6545  26.8047
O  4.4448  -9.1009  18.4695
O  30.5349  -6.5687  17.1381
O  19.1148  25.0543  28.4567
O  14.8183  8.1997  28.003
O  12.8127  6.4455  22.1941
O  13.4678  5.6693  32.263
O  20.5766  7.131  23.7075
O  2.8527  11.3273  32.3188
O  6.7406  -0.5148  31.391
O  14.9236  -8.248  20.9184
O  8.2522  10.0219  24.0193
O  24.3121  -7.8672  32.7842
O  6.6961  -8.269  17.2982

Results
free energy: -57351.985 eV
free energy less fixed offsets of O -463.61, Si -117.95 eV per atom: -41.305 eV
pressure: -0.45 GPa
stress xx, yy, zz, yz, xz, xy (GPa, positive in tension): 0.78, 0.68, -0.11, -0.36, -0.47, -0.23

Forces (eV/angstrom), in the order of the atoms: element, x, y, z
Si  -0.0093  0.0589  0.1475
Si  0.0559  -0.0289  0.2826
Si  -0.0354  0.1237  0.0262
Si  0.0422  -0.0831  -0.0303
Si  0.0721  0.0103  0.1062
Si  -0.0915  0.0269  0.0011
Si  -0.0093  -0.0217  0.1081
Si  0.0478  0.0677  0.0079
Si  -0.0516  0.0813  0.0012
Si  0.0461  -0.0507  -0.0249
Si  -0.0743  -0.0491  -0.1109
Si  0.0155  0.0147  0.1905
Si  0.0513  0.0538  0.0649
Si  -0.0126  -0.0504  0.2043
Si  0.0068  0.047  0.0478
Si  0.047  0.0301  -0.0198
Si  -0.0048  -0.0159  -0.0557
Si  -0.0774  -0.0413  0.0251
Si  0.0044  -0.0159  0.0293
Si  -0.0047  0.0043  -0.0204
Si  0.0068  -0.0181  -0.0956
Si  0.0087  0.0122  0.031
Si  0.0986  0.005  -0.06
Si  -0.0265  -0.0875  -0.025
Si  -0.0385  0.0125  -0.0023
Si  0.0405  0.0232  -0.0183
Si  0.0019  -0.0044  -0.0522
Si  -0.0127  0.0538  -0.0398
Si  0.0314  -0.0069  -0.0328
Si  -0.0013  -0.0135  -0.0271
Si  0.0008  -0.0403  0.0247
Si  -0.0163  0.0069  0.0514
Si  -0.0063  0.009  -0.0197
Si  0.009  -0.0292  0.0174
Si  0.0053  0.0267  0.0108
Si  -0.0056  0.0079  -0.0089
Si  -0.0023  0.0084  0.0136
Si  -0.0053  0.0177  0.0159
Si  -0.0009  -0.0448  -0.0134
Si  -0.01  0.0228  0.0261
Si  0.0013  0.0133  0.0159
Si  -0.0317  -0.0095  -0.0058
Si  -0.0109  0.0006  0.0053
Si  0.0403  0.0077  0.0059
Si  -0.0051  -0.0353  0.0016
Si  0.01  0.0104  0.0092
Si  0.0414  0.0389  0.0036
Si  -0.0267  -0.018  0.013
Si  0.0215  -0.029  0.0122
Si  -0.0026  0.0011  0
Si  -0.0016  0.0144  0.0036
Si  0.0141  -0.0071  0.0078
Si  0.0318  -0.0109  -0.0019
Si  -0.0254  0.0239  0.0037
Si  -0.0187  -0.0116  0.0132
Si  -0.0103  -0.0037  0.0016
Si  0.0033  0.0003  0.0057
Si  -0.0038  0.001  -0.0053
Si  0.0007  -0.0075  -0.0075
Si  -0.0083  -0.005  -0.0111
Si  -0.0057  -0.0189  -0.0139
Si  -0.0137  -0.019  -0.0087
Si  0.0152  0.0071  0.01
Si  0.0208  0.0096  -0.0149
Si  -0.0027  0.0321  -0.0071
Si  -0.0281  -0.0272  -0.0206
Si  -0.0017  -0.0192  0.0235
Si  0.0051  0.0179  0.0123
Si  -0.0036  0.0185  0.0182
Si  0.0128  -0.017  -0.0009
Si  0.007  0.0062  -0.0163
Si  0.0238  0.0287  0.0165
Si  0.0044  -0.0191  -0.033
Si  0.062  -0.0307  0.0024
Si  -0.0014  0.0035  0.0284
Si  0.0255  0.0056  -0.0143
Si  -0.0315  0.0073  -0.0367
Si  -0.0048  -0.013  -0.0126
Si  -0.0284  -0.0323  0.0261
Si  -0.0142  0.019  0.0315
Si  0.0174  0.0292  0.0694
Si  -0.0701  0.0284  -0.0467
Si  0.0135  0.047  0.01
Si  0.0123  -0.0333  0.0925
Si  -0.0209  0.0547  -0.0644
Si  -0.0049  0.0252  -0.0046
Si  -0.0085  -0.0107  0.0489
Si  -0.033  -0.0027  -0.0773
Si  -0.0639  -0.0228  -0.1531
Si  0.0403  -0.0395  0.0086
Si  0.1965  0.0497  -0.1248
Si  -0.062  -0.0064  -0.1215
Si  -0.0584  -0.007  0.0321
Si  0.0058  -0.0027  -0.0807
Si  0.0399  0.0314  0.1407
Si  -0.0687  -0.0661  -0.0118
Si  0.1256  0.0551  -0.048
Si  0.0154  -0.005  -0.1907
Si  0.0403  -0.0379  -0.0862
Si  -0.0048  0.0074  -0.084
Si  -0.0327  -0.0782  -0.103
Si  -0.0146  -0.0584  -0.0173
Si  0.0162  0.0606  -0.0627
Si  0.0627  0.0121  -0.0767
Si  0.013  -0.0492  0.1024
Si  -0.0345  -0.003  0.0217
Si  -0.0237  -0.0138  0.1938
Si  -0.0982  0.0012  -0.14
Si  -0.037  -0.0042  -0.004
Si  0.0409  -0.0112  0.0536
Si  0.0041  0.05  -0.1161
Si  -0.117  -0.1633  -0.0009
Si  -0.0199  0.0074  0.1324
Si  -0.0431  0.0005  -0.0008
Si  0.0132  -0.0472  -0.1323
Si  0.0305  0.0077  0.2794
Si  -0.0075  0.0539  0.0295
Si  0.0339  0.0249  0.1385
Si  0.0042  0.0293  -0.1356
Si  -0.0751  -0.0411  -0.1712
Si  -0.0111  0.0349  -0.0956
Si  -0.0364  -0.0061  -0.2042
Si  0.0299  0.0048  -0.1447
Si  -0.052  0.0195  0.1262
Si  -0.01  -0.0034  -0.0276
Si  0.0458  -0.0024  0.2251
Si  0.0079  0.0285  0.2079
Si  -0.1801  -0.124  -0.1068
Si  -0.0513  0.0177  -0.1327
Si  0.033  0.0181  -0.0828
Si  -0.0088  -0.0117  -0.1163
Si  0.0047  0.0034  0.1636
Si  0.0018  -0.0562  0.0922
Si  -0.0196  0.0235  -0.1734
Si  0.031  -0.0442  -0.1616
Si  -0.044  0.0015  0.2955
Si  -0.0057  0.0227  0.1459
Si  0.0562  0.0256  -0.1109
Si  0.021  0.0228  0.2222
Si  0.0039  -0.0297  -0.0169
O  0.0156  0.0244  -0.0431
O  -0.0379  -0.009  -0.0701
O  0.0173  -0.0238  -0.1849
O  -0.0396  0.0251  0.0746
O  -0.0456  -0.023  0.1222
O  -0.0109  -0.0062  -0.0334
O  0.0688  -0.0001  -0.2545
O  -0.0142  0.0094  -0.0138
O  0.0052  0.0017  -0.0928
O  0.0056  0.0133  -0.0313
O  -0.0092  -0.0021  0.0357
O  0.0429  -0.0563  -0.0497
O  -0.0476  -0.004  -0.1262
O  0.0074  -0.0199  -0.0718
O  -0.0113  0.0307  -0.2052
O  0.1137  -0.0313  0.0593
O  0.0449  -0.0109  0.1494
O  0.0242  -0.0163  0.048
O  0.0268  0.0258  0.0463
O  0.0102  -0.029  0.0778
O  0.0118  -0.0002  0.0608
O  -0.0152  0.0012  0.0374
O  -0.0015  -0.0386  -0.1128
O  0.0149  -0.0151  0.0364
O  0.0133  0.0484  0.1427
O  -0.0056  0.0017  -0.0602
O  0.0112  -0.01  0.0409
O  0.0318  -0.0094  0.1036
O  0.0219  -0.0212  -0.1687
O  -0.0886  -0.0144  0.1618
O  0.0388  -0.0933  0.0387
O  -0.0063  0.0296  -0.0854
O  0.0366  0.0291  0.0512
O  0.0485  0.0282  0.0402
O  -0.0607  0.0202  -0.0702
O  0.0025  -0.024  0.0026
O  0.0177  0.0129  0.1048
O  -0.0097  0.0032  0.0374
O  0.039  0.0093  -0.1009
O  -0.0139  0.0392  -0.0631
O  -0.0349  -0.0025  0.0407
O  -0.0166  0.0429  -0.1092
O  0.0352  -0.0262  -0.0649
O  0.0015  -0.012  0.0715
O  -0.0298  -0.0257  0.082
O  -0.0075  -0.0273  0.0517
O  0.0175  -0.0358  0.0044
O  0.0045  0.0085  0.0058
O  -0.0015  -0.0095  -0.0981
O  -0.0078  0.0026  0.0382
O  0.0509  0.0168  -0.0018
O  0.0441  0.0098  0.0908
O  0.0111  0.0231  -0.0168
O  0.0093  0.0174  -0.0393
O  -0.0067  -0.0111  -0.0642
O  -0.0126  0.0065  -0.0222
O  0.0068  0.0036  0.0449
O  -0.0159  -0.0238  0.0289
O  -0.0072  0.007  -0.0014
O  0.0129  0.073  -0.1533
O  -0.0143  0.0313  -0.0906
O  -0.0028  -0.0117  0.0398
O  -0.0243  0.0315  0.0169
O  0.0281  0.046  0.0776
O  0.0466  -0.0284  0.092
O  0.0062  0.0419  -0.0888
O  -0.0898  -0.021  0.0452
O  0.0005  -0.0063  0.0354
O  0.0145  0.0079  -0.025
O  -0.0285  0.0015  0.0265
O  -0.0214  0.0225  0.0911
O  -0.0172  -0.0115  -0.0681
O  0.0053  -0.0013  -0.026
O  -0.0134  0.0612  0.1208
O  0.0163  -0.0303  -0.0607
O  -0.0296  0.1294  0.1255
O  0.0221  0.009  0.0185
O  -0.0257  0.0135  -0.0668
O  0.0187  0.0002  -0.0614
O  -0.0226  -0.0357  0.0876
O  -0.0396  -0.007  -0.0468
O  0.0176  -0.0083  0.0347
O  0.0395  -0.0164  -0.0708
O  -0.0952  -0.0306  -0.075
O  0.0288  0.014  0.0379
O  0.0231  0.0169  0.0409
O  -0.0052  -0.021  -0.0578
O  0.0539  0.0018  0.0846
